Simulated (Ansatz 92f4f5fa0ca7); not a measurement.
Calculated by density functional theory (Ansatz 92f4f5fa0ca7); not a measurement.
Periodic cell of 171 atoms, Si99O72, from a study of silicon, its oxide and their interface. The atomic structure is a simulated model.

Settings: functional r2SCAN; potential files Ansatz norm-conserving; basis plane waves; wave-function cutoff 1300 eV; density cutoff ratio 4; exchange-correlation grid ratio 1; k mesh 2 x 2 x 1, shifted by 0.5 0.5 0.5 of a step; self-consistency stop 5e-08 eV per atom in the density residual; occupations Fermi-Dirac, 0.05 eV; spin none; net charge 0.

Cell vectors (angstrom)
a	11.5403	0	0
b	0	11.5403	0
c	3.8851	0.5078	22.455

Atoms: element, x, y, z (angstrom)
Si	8.3362	-0.4953	0.2441
Si	8.5937	2.5665	0.8923
Si	8.5782	5.6299	0.6275
Si	0.7723	-0.6258	0.1898
Si	0.8584	2.4089	0.8813
Si	1.0343	5.406	0.4467
Si	4.8052	-2.115	0.3074
Si	4.7932	3.2441	0.4768
Si	4.7831	6.2839	0.8321
Si	-1.1666	-1.2357	1.4756
Si	-1.0485	2.4555	2.1723
Si	-0.939	6.1489	1.711
Si	2.7617	-1.3925	1.4575
Si	2.9429	2.5221	1.8644
Si	2.7581	6.1672	1.9566
Si	6.6134	-1.3354	1.7167
Si	6.5627	2.5808	1.9556
Si	6.7543	6.2314	2.0358
Si	-1.087	0.4306	3.2064
Si	-1.0124	4.4261	3.3392
Si	-1.0504	8.257	2.9
Si	2.9113	0.4785	3.0351
Si	2.8343	4.3107	3.345
Si	2.6876	8.2839	3.0182
Si	6.5232	0.5639	3.1652
Si	6.6514	4.3572	3.4097
Si	6.7731	8.2949	3.1359
Si	8.517	0.5585	4.5313
Si	8.6011	4.3441	4.7045
Si	8.6755	8.2227	4.4842
Si	0.9416	0.5244	4.4312
Si	0.8988	4.3346	4.6616
Si	0.7926	8.3067	4.4059
Si	4.6722	0.5347	4.5766
Si	4.7229	4.338	4.7144
Si	4.7263	8.2801	4.3735
Si	8.6413	-1.3713	5.8273
Si	8.6066	2.4015	6.0642
Si	8.5188	6.3115	5.9464
Si	0.8908	-1.3398	5.837
Si	0.8887	2.3739	5.9531
Si	0.8327	6.3738	5.7904
Si	4.7635	-1.3944	5.8448
Si	4.7045	2.392	6.0518
Si	4.724	6.3851	5.7942
Si	-1.0134	-1.2811	7.2421
Si	-0.9539	2.3643	7.4223
Si	-1.0357	6.3053	7.247
Si	2.8301	-1.3439	7.1906
Si	2.7556	2.516	7.3859
Si	2.7815	6.4274	7.0734
Si	6.7397	-1.309	7.1593
Si	6.645	2.3161	7.4322
Si	6.5222	6.2231	7.3184
Si	-0.8749	0.4629	8.867
Si	-1.0165	4.3853	8.6668
Si	-0.9758	8.317	8.4892
Si	2.9107	0.5223	8.6882
Si	2.685	4.653	8.5444
Si	2.7533	8.2581	8.4688
Si	6.8585	0.3946	8.8378
Si	6.3842	4.1854	8.8264
Si	6.5874	8.3094	8.3637
Si	8.892	0.3199	10.4269
Si	8.4751	4.6679	9.8927
Si	8.5346	7.8319	9.5292
Si	1.1101	0.0162	10.1362
Si	0.8381	5.1145	9.9605
Si	0.8997	8.3355	9.8602
Si	4.8345	0.0187	10.0052
Si	4.2357	4.1177	10.2149
Si	4.708	8.5514	9.7005
Si	1.4225	6.8494	20.2812
Si	8.7945	0.7766	13.3523
Si	7.9922	9.2884	11.8906
Si	15.4554	6.4277	17.4619
Si	8.2572	7.4223	17.2652
Si	4.9125	2.4331	15.8916
Si	2.6937	3.713	14.4459
Si	1.917	2.6972	11.6101
Si	13.4458	9.3918	15.5235
Si	10.6953	10.1542	14.8074
Si	8.9288	7.7988	14.2738
Si	11.8278	4.1944	18.9443
Si	16.0149	-1.5105	19.7482
Si	9.52	2.7339	20.1065
Si	9.1547	4.4567	17.6945
Si	6.6142	9.8073	17.5958
Si	7.9358	5.3731	12.8615
Si	7.8806	3.1803	15.1238
Si	13.684	8.9216	18.3494
Si	5.0386	6.4363	12.1021
Si	4.7274	-0.7116	15.3395
Si	9.5996	9.9667	17.6742
Si	5.9554	-0.4239	12.5949
Si	16.1018	6.9066	20.1414
Si	14.153	3.6227	17.2635
Si	10.1913	-0.3176	20.3754
Si	3.3549	6.7293	14.6323
O	9.9282	11.2199	13.8333
O	7.7134	-0.9229	-1.2502
O	16.5095	6.2092	18.6942
O	8.6366	4.035	0.0693
O	8.3751	6.5444	-0.7369
O	13.45	3.2984	15.8226
O	0.8001	1.0354	-0.0607
O	0.7551	3.8129	0.0103
O	0.6419	-1.1333	-1.3726
O	12.3234	10.1745	14.6333
O	15.6281	2.8827	17.2561
O	10.408	-1.1392	18.9911
O	11.0082	3.4068	20.0977
O	8.7352	1.963	14.4622
O	16.299	8.4976	20.1224
O	4.8202	4.8474	-0.0552
O	4.8738	2.4042	-0.9376
O	1.2619	1.2134	11.3071
O	8.5126	6.2131	9.3669
O	8.6755	3.4536	18.8919
O	6.4862	9.8513	11.7091
O	9.0642	6.41	13.4444
O	4.9506	-0.9095	13.7572
O	0.8259	6.7308	10.5407
O	2.0776	2.8876	13.2177
O	0.9874	3.9653	11.1437
O	8.9785	-1.1906	11.1324
O	0.9965	9.9141	10.6217
O	4.3611	5.0541	11.5708
O	15.9451	6.5555	15.9051
O	8.443	5.9251	17.8558
O	9.5415	8.3313	17.6817
O	14.5516	-1.402	19.0069
O	8.3414	7.9109	11.1548
O	4.3094	-1.5262	10.3404
O	1.1837	8.221	19.4417
O	12.8246	9.3423	17.0415
O	6.5049	2.7345	15.8818
O	0.7984	5.6035	19.4947
O	8.1691	7.3893	15.6461
O	14.5471	6.5541	20.4642
O	5.1907	0.5808	11.5667
O	14.7483	7.8337	17.7911
O	3.2636	-1.2972	15.654
O	5.8899	-1.4934	16.1603
O	6.9058	8.195	17.7844
O	8.0636	10.5446	17.6666
O	3.3576	2.8034	10.7978
O	13.07	3.2472	18.4204
O	9.7333	1.1553	19.8728
O	4.807	7.7558	-0.0074
O	9.0841	1.2839	11.8076
O	4.232	7.0991	13.3401
O	2.5798	5.3321	14.3121
O	8.091	8.9325	13.4729
O	8.8058	3.862	16.2455
O	10.2969	10.5421	16.3334
O	6.5594	6.1577	12.5472
O	4.2612	3.2712	14.6516
O	4.7261	0.8477	15.7336
O	14.3832	5.2185	17.4488
O	5.0886	-1.4322	-1.1732
O	7.5602	4.2575	13.9721
O	7.2685	0.1991	13.3271
O	10.7824	4.5487	17.7336
O	13.8013	7.9053	14.9347
O	8.5218	4.6296	11.5448
O	10.3396	8.5658	14.5503
O	5.6629	-1.08	18.727
O	8.5579	1.1529	-0.0089
O	1.5421	5.9387	-1.0394
O	4.9775	7.4705	10.883

Results
free energy: -45074.479 eV
free energy less fixed offsets of O -463.61, Si -117.95 eV per atom: -17.509 eV
pressure: -1.97 GPa
stress xx, yy, zz, yz, xz, xy (GPa, positive in tension): 1.06, 3.17, 1.69, 0.15, 0.04, -0.2

Forces (eV/angstrom), in the order of the atoms: element, x, y, z
Si	-0.3386	0.3285	-0.6
Si	0.0382	0.0672	-0.9439
Si	-0.1857	-0.2313	-0.7231
Si	0.0213	0.4537	-0.6464
Si	-0.1447	-0.0826	-0.7792
Si	0.0978	-0.1548	-0.7035
Si	0.071	-0.2456	-0.5555
Si	0.0313	-0.0407	-0.8852
Si	0.0054	0.1166	-0.7837
Si	-0.0349	0.1268	-0.1143
Si	0.1223	-0.0018	-0.2506
Si	0.0656	-0.1194	-0.2228
Si	0.0947	-0.0463	-0.0989
Si	0.1128	0.1076	-0.219
Si	-0.0817	-0.094	-0.2451
Si	0.0037	-0.0219	-0.0343
Si	-0.2127	0.0782	-0.2076
Si	0.2022	-0.1436	-0.1685
Si	-0.0719	-0.0209	0.2239
Si	-0.0011	-0.0087	0.3119
Si	-0.0458	0.0448	-0.2439
Si	0.0121	-0.0939	-0.0773
Si	0.0289	-0.1019	0.3489
Si	-0.008	0.113	0.0376
Si	-0.028	-0.0703	0.1409
Si	0.0018	0.1003	0.4117
Si	0.0888	0.1621	0.0586
Si	0.0856	-0.1168	-0.0457
Si	0.0661	0.1041	0.0481
Si	-0.2662	-0.0202	0.112
Si	-0.1178	-0.106	-0.0163
Si	-0.0506	0.1607	-0.0577
Si	0.1614	0.0171	0.0258
Si	-0.0094	0.0286	-0.0526
Si	0.0539	-0.0705	-0.0472
Si	0.0872	0.0463	-0.1436
Si	0.0055	0.0701	-0.0001
Si	-0.0272	-0.0124	0.025
Si	0.1804	0.026	0.2468
Si	0.1601	0.045	0.0201
Si	0.0817	0.0191	-0.0866
Si	-0.1612	-0.1471	0.1419
Si	-0.1212	0.072	0.0756
Si	0.0141	0.0691	0.0206
Si	0.042	-0.1269	0.261
Si	-0.048	0.1368	-0.0849
Si	0.0314	0.0383	0.1752
Si	-0.0636	0.0006	-0.3737
Si	0.0603	0.1778	-0.0738
Si	-0.101	-0.1008	0.2528
Si	0.034	0.1228	-0.0928
Si	0.0474	-0.0859	-0.1953
Si	-0.0122	-0.0004	0.0332
Si	-0.1937	-0.0694	-0.2919
Si	0.0961	0.0096	0.0477
Si	-0.137	0.1668	0.2406
Si	-0.2414	-0.1384	0.2849
Si	0.0484	-0.1465	0.0802
Si	-0.0614	-0.1337	0.0107
Si	0.3565	-0.0047	0.2119
Si	0.0427	-0.0713	0.337
Si	-0.0787	0.0883	0.4027
Si	0.0343	0.0905	0.4045
Si	0.0809	-0.0802	0.3027
Si	0.117	0.2069	0.1222
Si	-0.1159	-0.5155	0.0075
Si	-0.0385	-0.2532	-0.0135
Si	-0.0223	0.1852	0.2834
Si	0.0111	0.0953	0.0917
Si	-0.2198	0.1622	0.6504
Si	-0.1689	0.1402	0.0897
Si	-0.2695	-0.3732	0.3496
Si	-0.1094	-0.0064	-0.4591
Si	0.0826	0.1217	0.5856
Si	-0.0467	-0.2157	0.5226
Si	-0.0493	-0.0936	-0.3513
Si	0.0782	-0.224	0.023
Si	0.1502	0.0327	0.1688
Si	0.0379	0.1305	0.3307
Si	0.0983	0.0349	0.0845
Si	-0.1175	0.0432	0.0319
Si	0.2062	-0.1156	0.2867
Si	0.1674	-0.2464	0.4908
Si	-0.0293	-0.1351	-0.315
Si	-0.0145	0.0038	-0.5154
Si	0.1515	0.1964	-0.4265
Si	0.0395	0.1785	-0.1919
Si	0.0659	-0.0053	-0.1611
Si	0.15	-0.0758	0.4446
Si	0.0192	0.0894	0.3071
Si	-0.1247	0.1158	-0.3067
Si	-0.0191	0.2205	0.1246
Si	-0.0715	-0.0333	0.3073
Si	-0.0271	-0.0875	-0.1581
Si	-0.284	0.0331	0.4739
Si	-0.0034	-0.0606	-0.3424
Si	-0.1384	-0.0811	0.1952
Si	0.0641	-0.11	-0.4348
Si	-0.0925	-0.012	0.4275
O	-0.2688	0.1519	-0.2203
O	0.1488	0.1427	0.4571
O	-0.302	0.2737	0.3587
O	-0.0847	0.2191	0.6742
O	0.1868	-0.2934	0.3645
O	0.4651	0.1931	-0.1037
O	0.1299	-0.4759	0.6954
O	0.2373	0.5445	0.5999
O	0.0396	-0.0138	0.5422
O	-0.156	-0.1036	0.1056
O	-0.1926	0.112	-0.3404
O	-0.1454	0.1795	0.4105
O	-0.2014	-0.0174	0.0607
O	-0.0696	-0.155	-0.3774
O	-0.0779	-0.0452	0.0432
O	-0.0784	-0.2851	0.7828
O	0.0139	0.1966	0.3946
O	0.1003	0.0724	-0.0283
O	-0.0472	0.0433	0.3223
O	0.3167	-0.1156	0.313
O	0.307	0.0501	0.1246
O	-0.3543	-0.0134	-0.1692
O	0.2988	0.1441	-0.369
O	0.084	-0.0808	-0.4083
O	0.0085	-0.0966	-0.6242
O	0.1615	-0.0436	0.0326
O	-0.2408	0.3531	-0.0007
O	0.0203	-0.2081	-0.4021
O	0.0795	-0.1939	-0.295
O	-0.3292	-0.0155	0.0517
O	0.0551	-0.0705	-0.0753
O	-0.2512	0.2787	-0.0973
O	0.2148	-0.2306	0.2105
O	-0.0368	0.3328	-0.2092
O	0.5687	0.2266	-0.475
O	0.2825	-0.1499	0.141
O	0.3233	-0.0974	0.0352
O	-0.0264	0.014	-0.2146
O	0.0801	0.1295	0.2572
O	0.181	0.1927	-0.2283
O	0.0626	0.1001	0.0441
O	-0.0694	-0.2738	-0.6257
O	-0.07	0.0163	0.1791
O	0.1108	-0.0496	-0.0973
O	-0.1122	0.099	0.0447
O	0.1185	0.2836	-0.0353
O	0.0306	-0.2853	0.0212
O	0.1862	0.2854	0.163
O	-0.0857	0.3923	-0.0362
O	0.0474	-0.0994	0.3005
O	-0.0931	0.3031	0.741
O	-0.194	-0.4548	-0.5928
O	0.2088	-0.2435	-0.3937
O	0.2202	-0.1178	-0.068
O	-0.0311	0.1421	-0.5328
O	-0.1289	-0.0599	0.0528
O	-0.062	-0.1841	-0.1202
O	-0.0531	0.0417	-0.1297
O	-0.3121	-0.0124	0.0176
O	0.0036	-0.0598	-0.0939
O	0.1886	-0.0347	-0.0058
O	0.0538	-0.1362	0.3512
O	0.0723	0.089	-0.24
O	-0.0511	-0.0793	-0.2419
O	-0.0135	-0.1362	0.4541
O	0.1941	0.0335	0.0067
O	-0.0706	0.0317	-0.6017
O	-0.3418	0.2075	-0.1068
O	-0.2007	-0.1736	0.2043
O	-0.1253	-0.3588	0.5461
O	-0.2413	-0.0676	0.4544
O	-0.0894	0.0364	0.0338

The program warned: the forces do not sum to zero within the program's tolerance.
